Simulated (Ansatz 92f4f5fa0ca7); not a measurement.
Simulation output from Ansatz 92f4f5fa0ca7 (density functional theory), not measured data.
Periodic cell of 279 atoms, Si168O105H6, from a study of silicon, its oxide and their interface. The atomic structure is a simulated model.
Doubt: the cutoff is far below the 930 eV that the study's wrapper takes by default for these files, so forces and energies are approximate.
This geometry differs little from another in the collection (a relaxation step or a small displacement).

Settings
functional: PBE
potential files: Ansatz PAW
basis: plane waves
wave-function cutoff: 580 eV
density cutoff ratio: 5
exchange-correlation grid ratio: 1
k mesh: 1 x 1 x 1, Gamma-centred
self-consistency stop: 5e-08 eV per atom in the density residual
occupations: fixed
spin: none
net charge: 0

Cell vectors (angstrom)
a  11.6015  0  0
b  0  13.3963  0
c  0  0  31.1054

Atoms and the computed forces on them: element, x, y, z (angstrom), force x, y, z (eV/angstrom)
Si  -0.0601  -0.0543  24.389  -0.0035  0.0048  0.0397
Si  3.8613  -0.0803  24.3013  0.0109  0.006  0.0522
Si  7.6799  0.0496  24.5665  0.0038  -0.0237  0.0266
Si  1.8315  3.2233  24.0942  0.0004  0.0144  0.0629
Si  5.8731  3.4193  24.4472  -0.0059  -0.0166  0.0348
Si  9.4932  3.3549  24.4454  0.0131  0.0051  0.0514
Si  -0.0517  6.6773  24.4183  -0.0072  0.022  0.0446
Si  3.8711  6.6931  24.1869  0.0009  -0.001  0.0572
Si  7.672  6.6763  24.5947  -0.0073  0.0098  0.0699
Si  1.8043  10.0137  24.3543  0.0099  0.004  0.0639
Si  5.8595  10.1514  24.5879  -0.0168  -0.0259  0.0165
Si  9.6238  9.8483  24.4967  0.0029  0.0141  0.035
Si  -0.0937  2.2121  25.0609  0.0025  0.0205  -0.0196
Si  3.847  2.2175  24.9293  -0.0096  -0.0004  -0.0197
Si  7.681  2.2355  25.4228  -0.005  0.0097  -0.0277
Si  1.9211  5.5013  24.9337  0.0375  -0.028  -0.0145
Si  5.7108  5.6064  25.2643  -0.0403  -0.0138  -0.0144
Si  9.6378  5.5697  25.2461  0.0082  -0.0371  -0.0095
Si  -0.0101  8.8632  25.306  0.0101  0.0122  -0.0161
Si  3.8378  8.9404  25.0107  -0.0083  0.0104  -0.0106
Si  7.6759  8.8818  25.3742  0.0001  0.0383  -0.0225
Si  1.8978  12.2593  25.1374  0.0213  -0.0179  -0.0197
Si  5.7488  12.3414  25.3525  -0.0012  0.017  -0.0282
Si  9.6186  12.1793  25.1063  -0.017  0.0012  -0.0228
Si  -0.0259  2.2314  27.468  -0.0008  0.0019  0.0097
Si  3.8456  2.228  27.4041  0.0035  0.0018  0.0051
Si  7.718  2.2338  27.7206  -0.0009  -0.0001  0.0169
Si  1.9335  5.5381  27.3957  0.0071  0.002  0.0118
Si  5.7396  5.5837  27.6063  0.0033  0.0053  0.0068
Si  9.67  5.5604  27.592  -0.0075  0.0065  0.0117
Si  0.0149  8.9007  27.6309  -0.0036  0.0033  0.0142
Si  3.8497  8.9185  27.4491  -0.0012  -0.0005  0.0134
Si  7.7214  8.9128  27.6851  0.0043  0.0015  0.0276
Si  1.9231  12.2708  27.5207  0.0044  -0.0043  0.0071
Si  5.7644  12.3057  27.6693  0.0054  -0.0003  0.0136
Si  9.647  12.2385  27.5071  -0.0011  0.0012  0.0059
Si  1.9218  1.1222  28.2877  0.0025  -0.0028  0.0033
Si  5.7464  1.1441  28.3723  -0.0019  -0.0033  -0.0112
Si  9.6802  1.0849  28.3389  -0.0004  -0.003  0.0029
Si  0.0175  4.4462  28.3175  -0.0069  -0.0021  -0.001
Si  3.8199  4.4322  28.3166  -0.0023  -0.0007  -0.0055
Si  7.7087  4.4926  28.3703  0.0028  -0.0008  -0.0031
Si  1.9575  7.7589  28.3123  -0.0005  0.0032  -0.0033
Si  5.7549  7.8153  28.3609  0.0005  0.0035  -0.0117
Si  9.675  7.7915  28.38  -0.0009  0.0048  -0.0128
Si  -0.008  11.1553  28.3376  -0.005  -0.006  0.0035
Si  3.8364  11.1342  28.3379  -0.0058  -0.0028  0.0013
Si  7.7172  11.1685  28.3672  0.0001  -0.0021  -0.0048
Si  1.9336  1.1164  30.7104  0.0077  0.0334  -0.2952
Si  5.8008  1.1164  30.7104  -0.2618  0.1162  0.1528
Si  9.6679  1.1164  30.7104  0.1057  -0.1273  -0.0206
Si  0  4.4654  30.7104  0.1409  -0.033  -0.226
Si  3.8672  4.4654  30.7104  -0.151  -0.1535  -0.1787
Si  7.7343  4.4654  30.7104  -0.0535  0.0967  0.3217
Si  1.9336  7.8145  30.7104  0.1349  -0.1887  -0.2788
Si  5.8008  7.8145  30.7104  -0.1907  0.0318  0.141
Si  9.6679  7.8145  30.7104  0.0152  -0.0812  0.2917
Si  0  11.1635  30.7104  -0.0172  0.0767  0.0948
Si  3.8672  11.1635  30.7104  -0.1218  -0.1241  0.0202
Si  7.7343  11.1635  30.7104  0.0558  0.0724  0.1974
Si  0  0  0.3944  -0.0124  0.0159  0.0424
Si  3.8672  0  0.3944  0.1507  0.1295  -0.2945
Si  7.7343  0  0.3944  0.0797  -0.0204  -0.137
Si  1.9336  3.3491  0.3944  0.0187  0.0963  0.1488
Si  5.8008  3.3491  0.3944  -0.0983  -0.0754  -0.188
Si  9.6679  3.3491  0.3944  0.0912  0.0613  -0.0323
Si  0  6.6981  0.3944  0.0615  -0.0589  -0.2004
Si  3.8672  6.6981  0.3944  -0.0918  0.1714  0.0293
Si  7.7343  6.6981  0.3944  0.0944  0.1704  0.1336
Si  1.9336  10.0472  0.3944  0.1718  -0.1242  0.0597
Si  5.8008  10.0472  0.3944  0.0406  -0.141  0.2577
Si  9.6679  10.0472  0.3944  -0.1418  -0.01  0.1996
Si  0.0392  -0.0009  2.7663  -0.0039  -0.001  -0.0076
Si  3.9164  0.0195  2.7261  0.0032  0.003  0.007
Si  7.7666  0.0191  2.7512  -0.0012  0.0002  -0.003
Si  1.9382  3.3661  2.776  0.008  0.0027  -0.0078
Si  5.7736  3.353  2.7343  0.0002  0.0029  -0.0034
Si  9.6914  3.3707  2.7716  -0.0002  0.0031  -0.0112
Si  0.0324  6.682  2.7377  -0.0011  -0.0034  0.0004
Si  3.8636  6.7135  2.7613  0.0006  0.0008  0.0021
Si  7.757  6.748  2.7784  0.0017  -0.0049  -0.0039
Si  1.9764  10.0059  2.7787  -0.0075  0.0117  -0.0143
Si  5.819  10.026  2.8032  0.0008  -0.0002  -0.0098
Si  9.6503  10.0535  2.7935  0.0064  0.0095  -0.0134
Si  0.0254  2.2294  3.5695  -0.0008  -0.0036  -0.0116
Si  3.8532  2.2302  3.5768  0.006  0.0041  -0.0141
Si  7.7242  2.2724  3.4809  -0.0054  0.0003  -0.0108
Si  1.9531  5.6025  3.6119  0.0005  -0.0004  -0.0204
Si  5.8096  5.5951  3.4444  -0.0042  -0.0019  -0.0015
Si  9.6966  5.623  3.5502  0.007  -0.0052  -0.006
Si  -0.0016  8.9036  3.4858  0.0074  -0.0036  -0.0096
Si  3.9092  8.9016  3.6819  0.004  -0.003  -0.0052
Si  7.7387  8.9472  3.7203  -0.0082  -0.0016  -0.0024
Si  2.0171  12.2684  3.4487  0.0002  -0.0038  -0.013
Si  5.8378  12.2823  3.5075  -0.0001  0.0031  -0.0115
Si  9.6933  12.3009  3.5762  0.0003  0.0007  -0.0064
Si  0.0648  2.2142  5.9436  -0.0081  -0.0137  0.0215
Si  3.8526  2.2054  5.9594  -0.0329  -0.0172  0.0103
Si  7.7175  2.2896  5.8153  0.0123  -0.0037  0.016
Si  1.9631  5.6275  6.0057  -0.0029  0.0211  0.0195
Si  5.8054  5.5196  5.7569  0.01  0.0097  0.0153
Si  9.7426  5.6445  5.9209  -0.0128  0.0221  0.0244
Si  0.0031  8.8827  5.8219  0.0039  0.0159  0.0364
Si  3.9731  8.8329  6.1438  0.0065  -0.0119  0.0154
Si  7.7261  8.9425  6.2011  0.0051  0.0122  0.0118
Si  2.1128  12.2161  5.7703  0.0248  -0.0008  0.0268
Si  5.8622  12.3187  5.8518  0.0085  -0.0285  0.0198
Si  9.7197  12.3211  5.965  0.0062  -0.0017  0.0206
Si  1.9631  0.9686  6.7109  0.0047  0.016  -0.0344
Si  5.831  1.1425  6.6477  0.0013  0.0056  -0.0047
Si  9.6351  1.2291  6.6076  0.0177  -0.0158  -0.042
Si  0.0397  4.4595  6.6989  0.0017  0.0015  0.0006
Si  3.9002  4.4512  6.6646  0.015  0.0053  -0.0043
Si  7.7755  4.5392  6.5561  -0.0036  -0.0037  -0.0417
Si  1.907  7.8824  6.8153  0.0025  -0.0187  -0.0393
Si  5.8918  7.5317  6.9323  -0.0096  0.03  -0.0262
Si  9.734  7.8664  6.8743  -0.0116  -0.0264  -0.0461
Si  0.1408  11.1448  6.3793  -0.0288  -0.0014  -0.0056
Si  4.0557  11.1168  6.7596  -0.008  0.0168  -0.0461
Si  7.7459  11.3032  6.8223  0.0074  -0.0274  -0.0333
O  1.9595  0.6922  8.3581  -0.0048  -0.013  0.0304
O  4.3692  11.1893  8.4062  0.0034  0.0012  0.0328
O  7.7368  4.8193  8.2  0.0007  0.0007  0.0173
O  9.8951  7.957  8.5458  -0.0004  0.0068  0.0517
O  6.0292  6.891  8.5221  0.0167  -0.051  0.0412
O  1.6878  7.9995  8.4681  -0.0027  0.0118  0.0315
O  9.3716  1.5842  8.2012  -0.0043  0.0082  0.0215
O  0.5684  11.0421  7.9818  0.0094  -0.0057  -0.025
O  7.5348  11.7604  8.4339  -0.0029  0.0149  0.0412
O  6.2872  10.6021  23.0326  0.0056  0.0053  -0.0102
O  4.006  13.0813  22.6483  -0.0084  -0.0072  -0.0528
O  6.3397  3.7327  22.8627  0.0215  0.0118  -0.0197
O  1.6603  3.0167  22.4318  -0.0087  -0.0204  -0.0753
O  9.0632  3.4097  22.8177  -0.0175  0.0045  -0.0428
O  7.5206  0.3282  22.9444  0.0012  0.0031  -0.0061
O  1.4394  9.9286  22.7194  -0.0055  -0.0022  -0.0689
O  4.0257  6.6773  22.4933  0.0121  0.0133  -0.0804
O  9.6795  9.3637  22.9056  -0.0077  -0.0094  -0.0138
Si  3.3245  12.9957  21.1579  -0.0149  0.0074  0.0289
Si  11.8214  1.77  11.5031  -0.0057  0.0031  -0.0035
Si  -0.7767  13.6346  15.6494  -0.0009  0.0084  -0.0052
Si  7.2448  3.6256  11.3179  -0.0056  0.0078  -0.0185
Si  8.8394  9.3224  14.9208  0.0042  -0.0034  0.0015
Si  10.4342  0.9383  19.9167  0.0025  0.0131  0.0255
Si  1.7483  3.9968  18.359  0.0052  -0.0146  0.0079
Si  8.8686  10.2714  11.9477  -0.0082  -0.0117  -0.0124
Si  4.9218  -2.9346  12.6665  -0.0004  -0.0048  -0.0088
Si  3.6163  0.4738  14.7645  0.0016  0.0055  -0.0007
Si  10.2011  6.691  15.4091  -0.0009  -0.0039  -0.0037
Si  11.0559  -0.9691  12.9129  0.0038  -0.0039  -0.0047
Si  5.7999  7.1569  18.616  -0.0058  -0.0059  0.0036
Si  13.4095  0.0346  9.8391  0.0003  -0.0164  -0.0074
Si  7.6835  3.5905  21.9335  -0.0145  -0.0018  -0.001
Si  11.483  11.1305  9.4379  -0.0146  0.0022  -0.001
Si  4.4817  -5.6321  21.3474  -0.0065  -0.0125  0.0344
Si  1.5004  2.2612  20.981  0.006  0.0079  0.0279
Si  6.1759  -4.2265  16.3056  -0.0024  -0.0026  -0.0042
Si  -4.5549  5.8181  9.294  -0.0164  0.0384  0.015
Si  4.408  4.8968  16.8779  -0.0053  0.0005  -0.0007
Si  9.2329  15.018  9.8079  -0.0173  -0.0161  -0.0005
Si  1.658  8.7614  9.9131  -0.0019  0.0045  -0.0103
Si  8.4584  -1.4223  9.7669  -0.0023  0.0141  -0.0369
Si  9.4753  7.6603  10.1102  -0.0164  -0.0072  -0.0208
Si  2.0795  -2.2062  13.8001  0.0005  0.0008  0.0012
Si  6.4253  9.9133  21.5759  0.007  -0.0203  0.0256
Si  -0.9658  11.9381  18.0548  0.0062  0.0015  0.0049
Si  5.6936  -1.5423  15.3021  -0.0062  0.0059  -0.0009
Si  1.3779  2.4863  15.6655  -0.0025  0.0015  0.0021
Si  6.8853  3.4567  15.8392  -0.0031  0.0009  -0.0027
Si  3.8464  11.0771  9.9471  -0.0043  -0.0012  -0.0094
Si  5.5895  2.3959  13.4767  0.0007  0.0058  0.0065
Si  10.9884  6.1952  18.3211  -0.0038  -0.0103  -0.0041
Si  -2.3953  8.9499  21.4172  -0.0001  -0.0141  0.0133
Si  1.1758  4.3619  13.1841  0.0003  0.0037  0.007
Si  5.8319  7.5875  13.6426  -0.0049  -0.005  -0.0065
Si  4.0064  5.136  13.8567  0.0014  0.0016  -0.0018
Si  8.0771  5.4508  13.7613  0.0011  0.0011  -0.0035
Si  7.5511  -0.8791  17.4177  0.0002  -0.0001  -0.0025
Si  8.7519  15.1166  17.427  0.0055  0.0084  -0.0041
Si  13.7848  10.0144  21.2635  -0.0073  0.0008  0.0398
Si  11.5086  9.2149  19.2561  -0.0029  0.008  0.0192
Si  0.0947  8.9923  14.4783  0.0032  -0.0033  0.0022
Si  5.8206  -1.194  19.8006  -0.0002  -0.0003  0.008
Si  7.8176  0.6964  21.4033  -0.0009  0.019  0.0163
Si  8.4383  6.196  20.1918  -0.0092  0  0.0247
Si  0.2823  7.1682  11.9554  -0.0032  -0.0018  0
O  9.3978  0.5301  21.0963  0.0005  -0.0015  -0.0184
O  7.1702  -1.0671  15.8345  0.0028  0.001  -0.0017
O  10.9727  -0.5018  19.3449  -0.0015  -0.0105  -0.015
O  1.3886  -3.4143  14.7246  -0.0013  0.0001  -0.0041
O  -1.2283  9.3178  20.3875  0.0057  -0.0026  -0.0261
O  11.4074  -0.7424  16.8101  -0.002  -0.0034  0.0028
O  6.4338  4.7751  10.4316  0.0057  -0.0157  0.0072
O  1.2093  2.9323  17.2273  -0.0005  0.003  -0.0064
O  7.4223  2.2435  21.0364  0.0067  -0.0118  -0.0062
O  8.6756  13.5297  10.2309  0.0116  0.0155  -0.0036
O  4.4644  1.1959  13.5294  -0.0016  -0.0042  -0.0002
O  -1.2145  9.8754  14.972  -0.0027  0.0023  -0.0035
O  -0.0346  1.8355  20.6481  -0.0045  -0.0106  -0.0107
O  1.9704  3.282  19.8047  -0.0035  0.0046  -0.0185
O  7.2733  6.7333  19.1817  -0.0033  -0.0003  -0.0091
O  5.2038  -2.9266  16.0549  0.0027  0.0019  -0.0032
O  -0.1454  7.7633  18.5045  0.0001  -0.0011  -0.0038
O  0.681  5.225  18.5315  -0.0045  0.0068  -0.0011
O  9.7656  1.8577  18.7118  -0.0037  -0.0037  -0.0138
O  4.9998  10.9533  11.1026  0.0018  -0.0013  0.0049
O  3.6991  5.3105  15.457  0.0023  -0.0016  0.0022
O  1.6021  7.6017  11.0731  -0.0024  -0.0053  0.0049
O  2.3684  0.8893  20.9614  0.004  -0.0135  -0.0099
O  11.6218  7.542  15.2727  -0.0029  -0.0004  -0.0022
O  8.2257  2.7855  10.3276  0.0032  -0.0036  0
O  1.3278  9.4354  20.0101  -0.0252  -0.0083  -0.0264
O  7.6992  9.7537  16.0106  -0.0029  -0.0021  -0.0028
O  8.8367  7.3632  21.2725  0.0064  0.0168  -0.0101
O  2.7453  4.7044  12.9302  0.0007  0  -0.0033
O  6.6675  2.2494  14.7264  0.0021  0.0004  0.0014
O  3.0582  -0.918  10.2463  -0.0065  0.0009  0.0009
O  6.2867  2.4684  11.9981  -0.0064  -0.0049  0.0001
O  11.1678  0.5691  12.3893  -0.0028  -0.0054  0.0024
O  5.9433  8.3649  21.758  0.0025  0.026  -0.0153
O  0.903  11.6795  12.7951  -0.005  0.0029  -0.0007
O  7.2503  6.8114  13.305  0.0002  0.0022  0.0028
O  3.3319  -2.949  13.0809  -0.0015  0.0036  0.0022
O  5.9817  8.5902  17.822  0.0034  0.0033  -0.0016
O  8.0706  3.1065  16.9216  0.0009  -0.0054  -0.0015
O  7.5482  0.7012  17.8281  0.0003  -0.0029  -0.0002
O  7.8204  11.1691  11.0513  -0.0023  -0.0101  0.0172
O  11.2414  10.435  18.2047  0.0013  0.0003  0.0017
O  13.2563  1.2764  10.8866  -0.0023  0.0066  0.0019
O  5.4751  3.6772  16.6456  -0.0005  0.0015  -0.0015
O  2.5189  11.5853  20.9976  0.0077  0.0069  -0.0105
O  5.2588  6.1157  17.5113  0.0008  -0.0005  -0.0002
O  5.5489  10.7586  20.5093  -0.0093  0.0032  -0.0069
O  4.682  7.1803  19.8304  0.0046  -0.0014  -0.0183
O  9.0144  11.8637  17.7769  0.0013  0.0017  -0.0018
O  0.447  12.5304  10.0529  0.0093  0.0082  0.0003
O  12.0726  5.7978  12.8304  0.0001  0.0005  -0.0072
O  12.1428  3.166  12.2782  0.0012  0.0031  -0.0042
O  -2.6292  7.7612  15.3701  0  0.007  -0.0032
O  4.4388  13.0535  19.9567  0.0109  0.0009  -0.0198
O  7.329  4.837  15.0839  -0.0009  -0.0027  -0.001
O  -2.4157  8.9925  10.9957  -0.0008  0.0122  0.0084
O  12.7031  3.8218  14.742  -0.0001  -0.0028  -0.002
O  11.5578  8.4704  12.9209  -0.0033  0.0077  0.0059
O  9.8771  11.2705  9.3188  0.009  0.004  0.0032
O  5.0267  3.9033  13.6802  0.0002  -0.002  -0.0018
O  3.2196  4.5184  17.9111  0.0017  0.003  -0.0034
O  4.7157  13.1101  15.7019  0.0022  -0.0024  -0.0014
O  3.4679  9.0287  21.3605  0.0048  0.0012  -0.0103
O  8.1553  6.712  10.0871  0.012  0.0058  -0.0002
O  7.9444  9.895  21.0172  0.0014  -0.0068  -0.0057
O  9.806  5.8141  19.3833  0.0116  0.0028  -0.0105
O  0.3453  9.7379  10.1578  0.002  0.0037  -0.0018
O  10.0891  11.3484  12.1666  0.001  0.005  0.007
O  0.3056  1.3597  15.2258  0.0015  -0.0004  0.0002
O  7.0109  -0.3707  20.5122  -0.0069  -0.0091  -0.0082
O  5.5629  -4.4454  12.7663  0.0014  -0.0006  0.0004
O  -1.1392  12.6569  14.4098  0.001  0.0017  -0.0034
O  8.0831  4.3911  12.5117  0.0033  0.0046  0.0099
O  9.6612  5.6845  14.2102  0.0031  -0.0007  -0.0002
O  5.6849  11.5218  13.6814  0.0037  0.0022  0.006
O  -2.0881  1.0485  16.1525  -0.0005  0.0008  0.0042
O  10.3534  5.9253  16.8321  0.0011  0.0029  0.0034
O  5.8211  7.9958  15.2273  0.004  0.0082  0.0025
O  10.6692  6.8764  10.9009  0.0089  -0.002  0.0064
O  10.7131  2.0409  10.3483  0.0098  0.0003  0.0047
O  2.5803  12.6339  14.4238  -0.0026  0.0016  -0.0024
O  8.3297  9.7199  13.401  -0.0014  0.0002  0.0101
O  4.6195  6.543  13.3149  0.0002  -0.0026  -0.0024
O  6.3197  -1.5182  18.2851  0.0004  -0.0024  -0.0095
O  7.8613  4.8843  20.9649  0.0076  0.0139  -0.0113
O  2.835  1.7371  15.4659  -0.0006  -0.0003  -0.0017
O  2.9663  9.7084  10.0667  -0.0017  0.0032  0.0009
H  5.8827  1.1385  8.1475  0.0017  0.0003  0.0048
H  4.0077  4.4804  8.1628  0.0023  0.0022  -0.0008
H  -0.0035  4.4579  8.2002  0.0007  0.0005  0.0006
H  -0.0182  -0.0994  -8.2121  -0.0003  -0.0045  -0.044
H  -0.1782  6.7785  -8.177  0.0026  -0.0009  -0.0474
H  7.6351  6.7085  -7.9912  -0.0049  -0.0021  -0.0811

Results
free energy: -166610.446 eV
free energy less fixed offsets of H -15.97, O -568.88, Si -635.61 eV per atom: 0.254 eV

The program warned: the cutoff lies below the one the program advises for these potential files; the forces do not sum to zero within the program's tolerance; the exchange-correlation potential is rough where the density is thin.
